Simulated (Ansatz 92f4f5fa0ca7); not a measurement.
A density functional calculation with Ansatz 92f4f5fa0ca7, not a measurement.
Periodic cell of 221 atoms, Si132O88H1, from a study of silicon, its oxide and their interface. The atomic structure is a simulated model.
Doubt: the cutoff is far below the 930 eV that the study's wrapper takes by default for these files, so forces and energies are approximate.
This geometry differs little from another in the collection (a relaxation step or a small displacement).

Settings
functional: PBE
potential files: Ansatz PAW
basis: plane waves
wave-function cutoff: 580 eV
density cutoff ratio: 5
exchange-correlation grid ratio: 1
k mesh: 1 x 1 x 1, Gamma-centred
self-consistency stop: 5e-08 eV per atom in the density residual
occupations: fixed
spin: none
net charge: +1 e, with a uniform compensating background and no finite-size correction

Cell vectors (angstrom)
a  10.938  0  0
b  0  10.938  0
c  0  0  32.5671

Atoms and the computed forces on them: element, x, y, z (angstrom), force x, y, z (eV/angstrom)
Si  -0.2664  0.2888  25.1715  -0.0025  0.0092  -0.0078
Si  5.6628  -0.2942  25.1626  -0.004  -0.0018  0.0228
Si  2.361  2.9935  25.0899  -0.0077  0.0028  -0.0069
Si  8.462  2.5103  25.1415  -0.0038  0.0069  0.0228
Si  0.1275  5.2312  24.9591  -0.0069  0.0037  0.0267
Si  5.2165  5.7837  25.1  -0.0022  0.0126  -0.0017
Si  2.9774  7.9985  25.0569  -0.0002  0.0049  0.0232
Si  7.892  8.4311  25.0981  -0.0146  0.0029  -0.0071
Si  1.3017  1.4276  26.4866  0.0006  -0.0016  0.0056
Si  6.8191  1.3611  26.3971  0.0066  -0.0074  -0.0085
Si  4.0426  4.1316  26.3382  0.0006  0.0013  0.0051
Si  9.5774  4.1147  26.432  0.0078  -0.0081  -0.0086
Si  1.323  6.8294  26.2987  0.0109  -0.0101  -0.0094
Si  6.7822  6.8752  26.4653  -0.0021  0.0014  0.0052
Si  4.0808  9.5325  26.475  0.0087  -0.0063  -0.008
Si  9.519  9.5777  26.3938  -0.0003  0.0014  0.0069
Si  2.7142  0.021  27.7776  0.0003  -0.0006  0.0016
Si  8.1845  0.0097  27.7964  -0.0062  0.003  -0.0021
Si  -0.0296  2.7757  27.8476  -0.0059  0.005  -0.0013
Si  5.4366  2.7591  27.7331  0.0014  -0.0014  0.0045
Si  2.6994  5.492  27.7528  -0.0063  0.0076  -0.0038
Si  8.1874  5.4851  27.7702  -0.0007  -0.0008  0.0026
Si  -0.01  8.205  27.7295  0  0.0006  0.0065
Si  5.4499  8.2144  27.8517  -0.0018  0.0042  -0.0007
Si  4.1018  1.3673  29.1489  0.0193  0.1153  -0.1736
Si  9.5708  1.3673  29.1489  -0.1727  -0.011  0.2651
Si  1.3673  4.1018  29.1489  0.1127  0.2664  0.2453
Si  6.8362  4.1018  29.1489  -0.1237  -0.0161  -0.242
Si  4.1018  6.8362  29.1489  -0.2849  -0.1746  0.191
Si  9.5708  6.8362  29.1489  0.0498  0.0614  -0.2123
Si  1.3673  9.5708  29.1489  -0.1174  -0.0599  -0.23
Si  6.8362  9.5708  29.1489  0.025  0.1438  0.3523
Si  0  0  30.5161  -0.0324  -0.0215  -0.0179
Si  5.469  0  30.5161  0.0787  -0.0154  0.0019
Si  2.7345  2.7345  30.5161  0.0213  0.0415  -0.0183
Si  8.2035  2.7345  30.5161  -0.0195  -0.1143  0.002
Si  0  5.469  30.5161  0.0723  0.0037  -0.0078
Si  5.469  5.469  30.5161  -0.0688  -0.0465  -0.0121
Si  2.7345  8.2035  30.5161  0.0171  -0.0658  -0.0028
Si  8.2035  8.2035  30.5161  0.0186  0.0354  -0.0196
Si  1.3673  1.3673  31.8834  0.0001  0.0022  -0.0202
Si  6.8362  1.3673  31.8834  -0.0252  0.0634  -0.0049
Si  4.1018  4.1018  31.8834  0.0206  -0.0242  0.0012
Si  9.5708  4.1018  31.8834  0.0144  0.0602  -0.0371
Si  1.3673  6.8362  31.8834  -0.0862  0.0033  -0.0203
Si  6.8362  6.8362  31.8834  0.0116  0.0235  -0.0254
Si  4.1018  9.5708  31.8834  -0.0398  0.0221  -0.0275
Si  9.5708  9.5708  31.8834  -0.0107  -0.0114  -0.0065
Si  2.7345  0  0.6835  0.0393  -0.0427  0.0275
Si  8.2035  0  0.6835  -0.001  -0.0087  0.01
Si  0  2.7345  0.6835  -0.0244  -0.0266  0.0131
Si  5.469  2.7345  0.6835  0.0183  -0.0337  0.0288
Si  2.7345  5.469  0.6835  0.0019  0.046  0.0017
Si  8.2035  5.469  0.6835  0.0053  -0.0424  0.0234
Si  0  8.2035  0.6835  0.0663  -0.0143  0.0206
Si  5.469  8.2035  0.6835  -0.0025  -0.0057  0.018
Si  4.1018  1.3673  2.0507  -0.0449  0.0731  0.008
Si  9.5708  1.3673  2.0507  0.0583  0.037  0.0018
Si  1.3673  4.1018  2.0507  -0.0229  0.0317  0.0151
Si  6.8362  4.1018  2.0507  -0.0086  0.0542  0.0266
Si  4.1018  6.8362  2.0507  -0.0264  -0.0556  -0.0169
Si  9.5708  6.8362  2.0507  -0.0267  0.0177  0.0287
Si  1.3673  9.5708  2.0507  -0.0882  0.0162  0.0108
Si  6.8362  9.5708  2.0507  0.0755  0.009  -0.0111
Si  0  0  3.418  0.2035  0.0902  -0.3579
Si  5.469  0  3.418  0.1289  0.06  0.446
Si  2.7345  2.7345  3.418  0.28  -0.2295  0.0607
Si  8.2035  2.7345  3.418  -0.0824  -0.1888  0.0794
Si  0  5.469  3.418  0.0105  -0.1954  -0.0843
Si  5.469  5.469  3.418  -0.2104  -0.0947  -0.2479
Si  2.7345  8.2035  3.418  0.2584  0.0701  0.0586
Si  8.2035  8.2035  3.418  -0.1433  0.1714  -0.202
Si  1.4296  1.2986  4.7805  0.0116  0  -0.0044
Si  6.8623  1.3696  4.8593  -0.0055  0.0004  -0.0045
Si  4.17  4.0435  4.8001  0.0257  -0.0115  0.0156
Si  9.5813  4.0694  4.7732  0.0119  -0.0066  0.0039
Si  1.4072  6.7972  4.7503  0.0095  -0.0017  -0.0042
Si  6.7772  6.8739  4.7378  -0.003  -0.0216  0.0132
Si  4.1246  9.562  4.8329  0.0065  -0.005  0.0012
Si  9.5627  9.6125  4.7382  -0.0074  -0.0121  -0.0347
Si  2.8185  -0.0184  6.2649  -0.006  0.0126  0.0046
Si  8.2717  0.0166  6.2256  -0.007  0.0278  -0.0066
Si  0.0368  2.6623  6.0951  -0.0072  0.0197  -0.0248
Si  5.5716  2.7533  6.3224  -0.0283  0.0242  0.0056
Si  2.7647  5.4118  6.1097  -0.0088  -0.0054  -0.0315
Si  8.1556  5.4845  6.0049  -0.0211  0.0268  0.0131
Si  0.0466  8.2384  5.984  0.0002  -0.0063  0.025
Si  5.4688  8.199  6.2399  -0.0021  0.0075  -0.0393
Si  3.9292  1.6307  7.6237  0.0165  0.001  -0.0186
Si  9.9901  1.0757  7.5262  -0.0075  -0.0179  0.0594
Si  1.6114  3.7913  7.3763  0.0155  -0.0268  0.0358
Si  6.7197  4.4822  7.5782  0.0084  -0.0069  -0.0432
Si  4.2964  6.5349  7.4757  0.0524  -0.0423  0.0872
Si  9.3571  7.0857  7.1544  -0.0005  -0.0264  -0.0285
Si  1.1929  9.6562  7.4436  0.0159  -0.0148  0.0301
Si  7.174  9.2981  7.4803  0.0104  -0.0164  0.0465
O  1.269  4.1075  24.5035  0.007  -0.0053  -0.0052
O  6.7884  9.5648  24.5983  0.009  -0.0016  -0.0063
O  2.7473  2.7335  7.9229  -0.0207  0.0115  0.0038
O  8.3096  8.1534  7.8669  -0.0084  0.0188  0.0012
O  5.4898  5.5078  8.0005  -0.036  0.0221  0.0203
O  0.0957  -0.1475  7.9256  -0.0081  0.0033  -0.0285
O  4.1018  6.8863  24.5527  0.0039  -0.0102  -0.0053
O  9.5592  1.3861  24.6083  0.0055  -0.007  -0.0032
O  1.6476  8.8447  8.8218  0.0034  0.0025  0.0117
O  0.879  4.241  8.78  0.008  -0.0025  -0.0275
O  9.724  1.7278  9.0476  0.0051  -0.0027  -0.0104
O  6.6885  9.8972  8.9535  0.0037  -0.0042  -0.0076
O  4.4513  1.2322  9.1499  0.0002  -0.0043  0.0097
O  3.4959  6.9479  8.8656  -0.0092  0.0074  -0.0628
O  7.5485  4.1927  9.0074  0.0018  0.002  0.0119
O  10.0583  6.2359  8.3505  -0.0003  0.0026  0.0075
O  2.9051  2.1525  23.7744  -0.0008  0.0025  0.0058
O  4.8355  0.2521  23.8459  -0.002  0.0037  -0.0061
O  7.9173  3.3048  23.7996  -0.0013  0.0014  -0.0052
O  10.294  5.7712  23.5716  -0.0001  0.0005  -0.0072
O  8.4235  7.6855  23.7223  0.0012  0.0007  0.0052
O  2.4263  8.7528  23.6846  -0.0026  0.0017  -0.0056
O  6.0392  5.2554  23.7633  -0.0001  -0.0011  0.0036
O  0.522  10.6363  23.8558  -0.0009  -0.0004  0.0061
Si  3.2172  9.2668  11.9121  -0.0065  0.0131  -0.0132
Si  8.2119  4.7905  10.3727  -0.0038  -0.0002  -0.0013
Si  7.076  4.7321  17.5082  -0.0011  0.0033  0.0038
Si  4.2917  1.5998  23.1336  0.0023  -0.0056  -0.0031
Si  12.3692  3.2849  19.2552  0.0004  -0.0025  0.0021
Si  8.0157  -2.9706  14.5144  -0.0057  0.003  -0.0006
Si  1.0807  9.3706  23.0137  0.0028  -0.0008  -0.0017
Si  4.0436  12.9001  20.126  0.0017  -0.001  0.0001
Si  -2.3601  2.9571  12.6472  -0.0002  -0.0003  -0.0001
Si  -3.9196  14.1882  20.168  -0.0009  0.0011  -0.0002
Si  1.0946  -4.6171  18.5428  -0.0081  0.0025  0.001
Si  0.8802  11.2094  12.4602  0.0043  -0.0031  0.0027
Si  10.3293  9.7724  14.8555  -0.0005  -0.0027  -0.0008
Si  -6.0126  3.1107  16.0711  -0.0001  -0.0009  0.003
Si  7.1918  10.2647  10.4558  0.0129  -0.0008  0.0158
Si  0.6613  17.6498  15.505  -0.0013  0.0027  -0.0017
Si  -1.3857  4.1789  15.434  -0.0022  0.0009  0.0007
Si  0.0044  5.4328  9.4185  -0.0081  0.0102  0.011
Si  5.009  7.4243  13.4893  0.0092  -0.01  0.0313
Si  6.5617  3.8675  23.1047  0.0016  -0.002  -0.0016
Si  7.463  7.6551  17.3877  -0.0027  0.0005  0.0065
Si  9.8106  1.0511  10.5303  0.0028  -0.0082  0.0018
Si  2.1827  11.5922  18.2113  0.0011  -0.0043  0.0029
Si  9.7724  1.8574  19.7625  -0.0013  -0.0004  0.0023
Si  4.6396  0.7777  10.6898  -0.0031  -0.0078  -0.0025
Si  3.0168  2.2088  13.0279  -0.0049  -0.0052  -0.0036
Si  2.2102  7.5565  9.6483  0.007  0.0074  0.008
Si  5.8971  9.6356  15.6304  -0.0005  -0.0028  0.0022
Si  3.1794  5.0183  14.4448  0.0014  -0.0015  -0.0043
Si  9.6939  7.1348  22.8721  0.0013  -0.0008  -0.0005
Si  11.285  10.2105  20.2587  0.0002  0.0002  -0.0033
Si  7.2944  -3.6034  11.7439  -0.0097  -0.0004  -0.0077
Si  -1.3815  7.5474  19.8046  -0.0012  0.0008  -0.0021
Si  3.6144  0.537  15.7658  0.0027  -0.0018  0.0043
Si  9.6313  12.3521  16.5644  0.0002  -0.0001  0.0004
Si  7.0666  1.5026  14.7735  -0.0007  -0.0014  0.001
O  4.3322  9.9696  15.7718  0.0015  0.0018  -0.0028
O  10.2554  -0.0639  16.0956  0.0003  0.0019  -0.0001
O  8.7006  -0.1296  10.5797  -0.0093  0.005  -0.0117
O  0.1661  8.2739  15.0354  0  -0.0003  0.0015
O  4.3775  -4.7858  14.2344  -0.0007  0.0029  -0.003
O  2.8257  14.035  20.124  -0.0007  0.001  -0.0005
O  1.8666  5.9878  14.6154  0.0024  -0.0012  0.0019
O  -1.7746  14.8253  13.8663  0  -0.0008  0.0009
O  -2.8601  1.5301  16.0419  0.0004  -0.0001  -0.0005
O  -1.0856  4.7903  10.4546  0.0053  -0.0002  -0.0017
O  10.4781  -4.4883  19.0296  0.0043  0.0023  -0.0037
O  8.3188  7.3606  15.9831  -0.0018  0.0006  -0.0031
O  -3.1857  1.721  13.3308  0.0003  0  0.0039
O  3.4431  12.1679  14.3028  0.0007  0.0015  0.0005
O  1.3632  9.8975  21.49  -0.0008  -0.0008  0.0013
O  8.1973  7.1325  13.1483  0.002  0.0003  0.005
O  8.2768  2.2025  20.3271  0.0008  0.0005  -0.0008
O  10.3114  8.9648  19.9324  0.0031  0.0014  0.0008
O  4.0559  1.2368  21.5712  -0.0003  0.0014  0.0025
O  -3.7499  8.9018  11.3799  0.003  0.0051  -0.0014
O  6.855  4.1237  21.5245  0.0002  0.0003  0.0021
O  8.2933  7.8591  18.7593  0.004  -0.0012  -0.0014
O  12.1994  10.4669  18.9273  -0.0006  0.0022  0.0017
O  6.5731  6.3027  17.5185  0.0025  -0.001  -0.0025
O  -2.6961  4.4795  16.3875  0.0016  -0.0007  -0.0013
O  9.6532  2.1952  11.6926  0.0025  -0.0037  -0.0039
O  10.7763  10.6849  13.5934  0.0102  -0.0009  -0.0068
O  5.9431  2.703  14.8436  0.0009  -0.0002  0.0003
O  6.474  10.9109  14.838  0.0018  0.0022  0.0003
O  -0.511  16.5033  15.4521  0.0003  -0.0006  0.0004
O  -2.176  -1.5493  14.4643  0.0048  0.0014  0.0012
O  3.9977  1.846  11.7665  -0.0018  -0.0023  0.0027
O  -7.3425  11.7426  19.0379  0.0007  0.0023  -0.0003
O  2.7267  7.956  11.1407  -0.0029  0.008  -0.0116
O  5.8016  6.8585  12.2187  0.0077  0.0062  -0.0094
O  2.1071  -3.8158  19.5331  0.0466  -0.006  -0.0116
O  6.2274  8.2632  14.5406  -0.0023  -0.0062  -0.007
O  9.1947  6.9684  21.2956  0.0011  -0.0009  0.0037
O  1.4689  12.7112  12.7572  0.0042  -0.0033  0.0004
O  -0.0533  8.2237  22.9228  0.0002  0.0008  -0.0003
O  6.5785  9.0231  16.9865  0.0014  -0.0006  -0.004
O  -3.4156  4.2866  18.9973  0.0004  -0.0018  0.0001
O  2.2987  0.1848  16.6407  -0.0012  0.0012  -0.001
O  -0.0386  3.0557  19.9744  0.0005  0.0004  -0.0015
O  1.4648  4.7419  18.557  0.0023  0.0044  -0.0016
O  3.9857  10.2275  10.8723  0.0002  -0.0002  0.0124
O  5.4033  2.7593  23.2955  0.0006  0.0018  0.0012
O  3.6759  4.1119  15.7151  -0.0009  0.0006  -0.0016
O  5.5622  13.4787  19.8192  0.0008  0.0001  -0.0001
O  -3.2502  3.9246  11.6695  -0.0006  0.001  0.0018
O  4.1057  8.7098  13.185  -0.0096  0.0052  -0.0012
O  6.2188  0.5141  11.0318  -0.0018  -0.0006  -0.0049
O  9.6117  1.4524  18.1774  0.0014  0.0003  -0.0002
O  -0.6154  13.75  15.9804  0.0008  -0.0008  -0.0003
O  4.4435  1.6549  16.6328  0.0008  -0.0003  -0.0018
O  1.4906  13.0626  18.0992  0.0013  0.0031  -0.0007
O  5.7514  -7.0717  17.2097  0.0005  -0.0002  -0.0022
O  1.0508  6.4912  10.0646  0.0025  0.0008  0.0025
O  1.2233  6.9053  17.0148  0.0013  -0.002  0.0036
O  2.0474  10.1016  12.6163  0.0101  0.0009  0.0008
O  7.7766  6.371  10.5644  0.0019  -0.0049  -0.0006
O  11.2087  0.2958  10.9522  -0.0076  0.0052  -0.0028
O  10.3361  11.4976  20.5716  0.0005  -0.0005  0.0009
O  3.0461  3.8488  13.2811  0.0007  -0.0022  0.0028
H  2.5388  -3.0058  19.227  -0.0437  0.0017  0.0074

Results
free energy: -133981.914 eV
free energy less fixed offsets of H -15.97, O -568.88, Si -635.61 eV per atom: -3.984 eV

The program warned: the cutoff lies below the one the program advises for these potential files; the forces do not sum to zero within the program's tolerance; the exchange-correlation potential is rough where the density is thin.
